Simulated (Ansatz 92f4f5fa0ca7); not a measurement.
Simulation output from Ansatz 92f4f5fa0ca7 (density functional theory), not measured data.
Periodic cell of 430 atoms, Si266O164, from a study of silicon, its oxide and their interface. The atomic structure is a simulated model.
Doubt: the cutoff is far below the 930 eV that the study's wrapper takes by default for these files, so forces and energies are approximate.
This geometry differs little from another in the collection (a relaxation step or a small displacement).

Settings
functional: PBE
potential files: Ansatz PAW
basis: plane waves
wave-function cutoff: 580 eV
density cutoff ratio: 5
exchange-correlation grid ratio: 1
k mesh: 1 x 1 x 1, Gamma-centred
self-consistency stop: 5e-08 eV per atom in the density residual
occupations: fixed
spin: none
net charge: 0

Cell vectors (angstrom)
a	15.4687	0	0
b	0	12.8259	0
c	0	0	37.7627

Atoms and the computed forces on them: element, x, y, z (angstrom), force x, y, z (eV/angstrom)
Si	-0.029	1.164	35.087	-0.007	0.008	0.006
Si	3.866	1.164	35.088	-0.007	-0.002	0.005
Si	7.749	1.171	35.057	-0.001	0.004	0.003
Si	11.593	1.172	35.088	0	0.01	0.007
Si	1.927	7.571	35.108	-0.003	0.001	0.003
Si	5.813	7.574	35.071	0.006	0.008	0.003
Si	9.698	7.576	35.108	-0.004	-0.002	-0.006
Si	13.52	7.57	35.092	0.012	0.005	-0.001
Si	1.934	5.247	35.496	-0.039	-0.085	-0.037
Si	5.801	5.247	35.496	-0.105	-0.062	-0.209
Si	9.668	5.247	35.496	0.234	-0.095	-0.467
Si	13.535	5.247	35.496	-0.052	0.056	-0.018
Si	0	11.66	35.496	0.186	0.069	0.511
Si	3.867	11.66	35.496	0	-0.095	0.085
Si	7.734	11.66	35.496	0.071	-0.048	-0.176
Si	11.602	11.66	35.496	-0.12	0.056	0.229
Si	0	4.664	36.733	0.03	-0.008	-0.018
Si	3.867	4.664	36.733	0.003	-0.036	-0.042
Si	7.734	4.664	36.733	-0.044	-0.111	-0.125
Si	11.602	4.664	36.733	-0.002	-0.083	-0.06
Si	1.934	11.077	36.733	-0.05	0.102	0.081
Si	5.801	11.077	36.733	-0.014	0.033	-0.011
Si	9.668	11.077	36.733	0.027	0.051	0.02
Si	13.535	11.077	36.733	0.011	-0.008	-0.012
Si	0	2.332	37.145	-0.088	-0.015	0.045
Si	3.867	2.332	37.145	0.053	-0.009	0.045
Si	7.734	2.332	37.145	0.019	-0.064	-0.124
Si	11.602	2.332	37.145	-0.042	0.011	0.071
Si	1.934	8.745	37.145	-0.046	0.022	0.117
Si	5.801	8.745	37.145	0.03	-0.027	-0.078
Si	9.668	8.745	37.145	0.094	0.057	0.167
Si	13.535	8.745	37.145	-0.039	0.028	0.037
Si	1.934	1.749	0.619	0.03	-0.053	-0.014
Si	5.801	1.749	0.619	-0.032	0.009	-0.021
Si	9.668	1.749	0.619	0.004	0.005	-0.009
Si	13.535	1.749	0.619	0.016	0.009	0.007
Si	0	8.162	0.619	0.048	0.024	-0.012
Si	3.867	8.162	0.619	-0.05	0.004	-0.026
Si	7.734	8.162	0.619	-0.015	-0.007	-0.027
Si	11.602	8.162	0.619	0.016	0.034	0.022
Si	0	5.83	1.031	-0.017	-0.004	0.003
Si	3.867	5.83	1.031	-0.008	0.004	0.002
Si	7.734	5.83	1.031	0.034	0.049	0.023
Si	11.602	5.83	1.031	-0.005	0.024	0.027
Si	1.934	12.243	1.031	0.063	-0.017	0.035
Si	5.801	12.243	1.031	0.015	0.003	0.01
Si	9.668	12.243	1.031	-0.039	-0.015	0.021
Si	13.535	12.243	1.031	-0.001	0	0.015
Si	1.934	5.247	2.268	0.022	-0.018	0.013
Si	5.801	5.247	2.268	-0.083	0.002	0.079
Si	9.668	5.247	2.268	-0.029	-0.024	-0.122
Si	13.535	5.247	2.268	0.11	0.014	-0.038
Si	0	11.66	2.268	-0.056	0.057	0.147
Si	3.867	11.66	2.268	-0.024	-0.004	-0.029
Si	7.734	11.66	2.268	0.014	-0.017	-0.09
Si	11.602	11.66	2.268	0.035	0.023	0.035
Si	1.934	2.915	2.68	-0.037	0.132	0.096
Si	5.801	2.915	2.68	0.021	-0.03	-0.041
Si	9.668	2.915	2.68	0.004	-0.01	0.034
Si	13.535	2.915	2.68	-0.018	-0.012	0.022
Si	0	9.328	2.68	-0.06	-0.064	-0.036
Si	3.867	9.328	2.68	0.054	-0.017	-0.011
Si	7.734	9.328	2.68	0.017	0.011	0.02
Si	11.602	9.328	2.68	-0.006	-0.011	0.023
Si	0.169	-0.162	28.806	-0.019	-0.001	0.017
Si	3.776	-2.376	28.8	0.006	0.012	0.004
Si	1.488	2.88	25.524	-0.011	0.01	0.018
Si	12.964	-0.758	27.498	0.007	0.026	-0.005
Si	1.56	6.768	28.374	-0.008	-0.039	-0.033
Si	5.867	6.587	28.849	-0.017	0.018	-0.031
Si	8.001	4.65	25.557	0.002	0.005	-0.002
Si	13.832	6.996	28.333	0.031	-0.044	-0.037
Si	1.693	3.744	28.614	0.021	0.006	-0.05
Si	5.445	3.559	28.943	-0.004	0.008	0.001
Si	8.663	5.712	28.172	0.011	0.001	0.002
Si	11.553	1.674	28.168	0.021	-0.002	-0.004
Si	0.043	10.405	29.228	-0.002	0.019	-0.004
Si	3.267	12.726	28.543	0.009	-0.014	0.002
Si	8.101	11.379	28.716	0	-0.018	0.001
Si	11.969	11.313	29.46	-0.05	-0.037	-0.003
Si	-0.22	3.565	30.026	-0.03	-0.012	0.011
Si	3.503	3.22	30.123	0.012	-0.006	-0.014
Si	7.513	3.449	30.053	-0.018	0.008	0.002
Si	13.067	4.131	29.203	-0.008	0.009	-0.01
Si	2.012	9.814	30.245	0.019	-0.006	0.004
Si	5.669	9.914	30.147	-0.011	0.026	0.012
Si	9.866	10.467	29.926	0.042	0.004	-0.037
Si	13.607	10.024	30.472	0.002	-0.007	-0.002
Si	-0.069	1.263	30.635	0.001	-0.003	-0.013
Si	3.748	0.973	30.617	0.005	0.004	0.013
Si	7.768	1.112	30.513	0.031	0.008	0.043
Si	11.595	0.644	30.369	0.039	0.025	0.011
Si	1.946	7.528	30.578	0.01	-0.008	0.011
Si	5.85	7.621	30.876	-0.003	-0.009	0.021
Si	9.742	7.359	30.386	-0.05	0.038	0.064
Si	13.537	7.715	30.565	0.034	0.017	0.017
Si	1.838	0.555	31.883	0.006	0.003	0.009
Si	5.791	0.587	31.774	-0.008	0.026	-0.012
Si	9.686	0.586	31.782	-0.023	0.007	-0.006
Si	13.49	0.635	31.82	-0.024	0.02	0.012
Si	-0.009	7.021	31.789	-0.026	-0.005	-0.013
Si	3.84	6.895	31.836	0.004	0.026	-0.022
Si	7.848	6.94	31.836	0.021	0.009	-0.049
Si	11.631	7.037	31.75	-0.005	-0.025	0.009
Si	0.007	4.679	32.136	0.001	0.009	-0.006
Si	3.814	4.548	32.13	0.008	-0.001	0.006
Si	7.72	4.584	32.16	0	-0.006	-0.013
Si	11.719	4.718	32.062	0.014	0.026	0.016
Si	1.917	11.055	32.256	-0.009	0.009	-0.007
Si	5.794	11.087	32.198	0.008	-0.02	0
Si	9.68	11.106	32.206	-0.023	0.005	0.018
Si	13.6	11.182	32.443	0.023	0	0.001
Si	1.912	4.076	33.425	-0.012	-0.002	0.011
Si	5.775	4.054	33.413	0.004	-0.004	-0.004
Si	9.731	4.092	33.329	-0.001	0.003	0.001
Si	13.558	4.113	33.416	-0.009	-0.002	0.004
Si	0.046	10.44	33.531	-0.015	-0.003	-0.004
Si	3.871	10.478	33.444	0.01	0.002	0.012
Si	7.742	10.469	33.417	-0.002	0.003	-0.002
Si	11.595	10.503	33.462	-0.004	0.004	0.002
Si	1.912	1.754	33.895	0.006	-0.006	0.004
Si	5.795	1.742	33.844	0.003	-0.002	-0.001
Si	9.695	1.78	33.819	0.007	-0.007	0.002
Si	13.505	1.803	33.862	0.007	-0.018	-0.015
Si	-0.008	8.121	33.879	-0.002	0.006	0
Si	3.843	8.127	33.859	0.004	-0.007	0
Si	7.793	8.136	33.866	-0.012	0.012	0.009
Si	11.603	8.168	33.837	-0.009	0.002	0.004
Si	0	2.332	3.917	0.044	0.19	0.298
Si	3.867	2.332	3.917	0.19	0.024	0.213
Si	7.734	2.332	3.917	-0.186	-0.093	-0.168
Si	11.602	2.332	3.917	-0.017	-0.004	-0.056
Si	1.934	8.745	3.917	-0.027	-0.097	0.173
Si	5.801	8.745	3.917	-0.172	-0.077	-0.191
Si	9.668	8.745	3.917	-0.018	0.066	-0.2
Si	13.535	8.745	3.917	0.228	0.125	-0.102
Si	1.944	6.399	4.34	0.007	0.003	0
Si	5.781	6.415	4.345	0.003	-0.006	-0.005
Si	9.652	6.419	4.31	0.002	0.001	-0.002
Si	13.561	6.417	4.324	-0.006	-0.001	-0.004
Si	0.003	12.838	4.352	-0.003	-0.007	-0.008
Si	3.864	12.832	4.32	0.008	-0.004	-0.007
Si	7.729	12.826	4.317	-0.004	-0.006	-0.008
Si	11.609	12.825	4.338	-0.001	-0.002	-0.011
Si	0.017	5.848	5.595	-0.008	0.002	-0.007
Si	3.86	5.787	5.61	-0.004	0.002	-0.002
Si	7.728	5.813	5.543	-0.005	0.007	-0.001
Si	11.601	5.85	5.498	0.014	-0.005	0.007
Si	1.95	12.223	5.568	-0.01	0.016	0.002
Si	5.793	12.232	5.539	0.002	0.012	0.008
Si	9.658	12.254	5.549	0.005	0.009	0.016
Si	13.537	12.304	5.622	0.005	0.009	0
Si	-0.007	3.505	6.034	-0.003	-0.001	-0.007
Si	3.941	3.462	6.034	-0.004	0.007	-0.01
Si	7.708	3.491	5.956	0.005	-0.009	-0.003
Si	11.588	3.53	5.954	0.01	-0.002	-0.013
Si	1.942	9.896	6.01	-0.011	-0.009	-0.001
Si	5.729	9.899	5.955	0.015	-0.009	-0.006
Si	9.659	9.931	5.944	-0.002	-0.005	-0.01
Si	13.636	9.972	5.937	-0.017	-0.005	0
Si	1.984	2.907	7.22	0.001	0	0.001
Si	5.893	2.894	7.356	-0.001	-0.005	-0.007
Si	9.636	2.899	7.129	-0.001	-0.027	0.019
Si	13.458	2.972	7.263	-0.007	-0.006	0.005
Si	0.029	9.402	7.317	0.006	0.016	-0.022
Si	3.846	9.194	7.238	0.011	-0.018	0.008
Si	7.673	9.305	7.094	-0.027	0.01	-0.002
Si	11.682	9.464	7.073	0.032	-0.008	-0.002
Si	0.074	7.012	7.67	0.005	-0.03	-0.001
Si	3.823	6.873	7.727	-0.003	0.01	-0.019
Si	7.726	6.999	7.574	0.017	-0.001	-0.017
Si	11.664	7.16	7.438	-0.025	0.003	-0.005
Si	1.941	13.416	7.611	0.015	-0.024	0.024
Si	5.857	13.369	7.605	0.016	-0.013	0.002
Si	9.639	13.405	7.618	0.005	0.004	0.012
Si	13.399	13.48	7.724	0.013	0.008	0.01
Si	1.903	6.246	9.048	-0.006	0.038	0.046
Si	5.831	6.303	8.845	-0.012	-0.003	0.03
Si	9.76	6.973	8.77	0.027	-0.069	0.025
Si	13.521	6.535	8.744	0.001	0.01	-0.007
Si	-0.052	13.058	8.853	-0.02	-0.015	-0.047
Si	3.923	12.672	8.713	-0.032	0.022	-0.005
Si	7.738	10.35	9.176	0.026	-0.013	0.002
Si	11.442	12.896	9.039	-0.015	0.009	-0.005
Si	2.056	3.845	9.386	-0.009	0.003	-0.011
Si	6.009	4.069	9.491	-0.001	0.022	0.002
Si	7.674	3.963	11.269	0.024	-0.006	0.01
Si	13.219	4.273	9.259	-0.026	-0.032	-0.032
Si	-0.089	10.733	9.35	0	0.038	0.009
Si	3.847	10.44	9.228	0.004	0.012	0.002
Si	7.757	12.724	8.871	0.009	0.013	-0.016
Si	11.577	10.46	9.195	0.019	0.013	-0.004
Si	0.244	2.872	10.558	-0.004	-0.013	0.014
Si	4.098	3.471	10.752	0.021	-0.033	0.005
Si	10.913	0.781	11.362	-0.043	0.035	-0.04
Si	10.099	4.791	9.653	-0.046	0.058	-0.057
Si	1.886	10.404	10.561	-0.007	0.035	-0.01
Si	5.802	9.813	10.422	-0.015	-0.014	-0.002
Si	9.964	8.843	12.099	0.031	0.017	0.008
Si	13.482	9.962	10.579	-0.006	0	-0.003
Si	1.376	2.378	13.504	0.002	0.001	0.006
Si	2.414	-0.64	13.185	0.016	0.01	0.012
Si	7.817	0.765	11.073	0.008	0.019	0.019
Si	12.383	-1.836	12.386	-0.082	0.015	0.003
Si	1.362	7.342	11.12	0.046	-0.052	-0.034
Si	5.718	7.541	10.807	-0.003	-0.005	-0.009
Si	9.696	9.132	9.832	-0.043	0.008	0.02
Si	13.684	7.575	10.839	-0.072	0.023	0.013
O	9.328	13.128	11.62	0.004	-0.022	0.01
O	4.018	12.564	12.951	-0.017	-0.009	0.003
O	0.364	3.434	19.998	0.002	0.002	0.001
O	14.449	-0.021	27.653	0.013	-0.003	-0.005
O	0.033	14.103	10.165	0.014	0.013	0.023
O	10.269	7.304	12.619	0.015	-0.017	-0.005
O	7.381	6.745	28.218	-0.005	0.003	0.017
O	2.158	5.261	28.195	-0.012	0.011	0.01
O	10.079	-1.186	14.938	0.004	-0.007	0.001
O	2.003	11.205	14.437	-0.004	-0.006	-0.002
O	9.149	4.627	10.975	-0.016	-0.014	-0.005
O	11.169	9.892	12.403	0.011	-0.001	-0.01
O	11.911	12.509	12.023	0.018	-0.03	0.013
O	9.466	3.735	8.562	-0.001	0.032	0.001
O	12.734	6.807	11.936	-0.003	-0.011	0.011
O	3.876	4.54	11.979	-0.007	0.005	0.013
O	6.172	10.061	12.079	0.005	-0.019	-0.007
O	6.412	13.07	11.816	-0.011	0.003	-0.014
O	1.882	11.466	11.818	-0.003	-0.002	-0.007
O	15.738	2.569	14.662	-0.007	0	0
O	11.257	2.22	12.126	0.015	0	0.013
O	11.387	13.577	16.605	0	-0.004	0.003
O	1.852	8.894	11.181	0.023	-0.038	0
O	1.671	13.617	13.379	-0.006	0.003	-0.009
O	15.425	6.687	28.082	-0.016	0.008	0.018
O	4.002	0.547	27.242	0.015	0.009	-0.003
O	8.995	0.63	25.68	-0.006	0.004	0.005
O	4.687	7.58	28.321	0.039	-0.001	-0.021
O	7.414	11.707	24.513	0.005	-0.005	-0.013
O	1.531	2.959	27.161	-0.001	0.02	0.01
O	13.404	8.077	27.13	0.014	0.029	0
O	3.845	9.751	27.261	-0.005	-0.019	-0.002
O	6.491	5.335	25.575	-0.016	0.02	-0.01
O	8.12	3.101	26.113	-0.002	0.001	0.006
O	5.614	2.593	27.624	0	-0.004	-0.003
O	10.537	2.599	24.951	-0.003	-0.002	0.002
O	-0.115	-3.069	27.69	-0.037	-0.008	-0.021
O	2.27	7.653	27.186	0.015	-0.006	0.022
O	-2.353	10.757	26.506	0.009	-0.015	0.007
O	15.489	3.3	24.914	0	-0.007	-0.005
Si	9.41	11.112	18.312	0.002	0.001	-0.003
Si	10.8	-0.473	22.438	0.003	-0.005	0
Si	6.744	4.429	14.302	0.008	0.017	-0.005
Si	7.826	3.544	22.832	-0.004	0	0.004
Si	13.159	5.882	19.43	-0.001	-0.001	0.003
Si	11.595	2.057	23.825	-0.001	-0.001	0.003
Si	6.597	7.449	15.511	0.006	-0.016	-0.011
Si	5.417	7.245	20.38	-0.001	-0.001	-0.004
Si	14.777	8.494	16.699	-0.007	-0.002	0.006
Si	1.386	-0.36	18.328	0	0	-0.002
Si	5.421	9.782	18.83	-0.003	0.002	-0.002
Si	11.776	7.932	15.637	-0.006	0.005	0.002
Si	7.799	-0.435	25.935	0.011	-0.003	-0.002
Si	7.978	11.219	23.063	0.004	0.004	0.007
Si	11.529	10.852	15.096	-0.002	0.002	-0.005
Si	14.159	9.47	26.608	0.006	-0.007	-0.008
Si	14.936	5.507	16.911	-0.006	0	-0.006
Si	1.56	8.828	21.737	-0.003	0.002	-0.004
Si	-1.071	3.33	20.745	-0.004	0.002	0
Si	6.966	8.181	22.749	0.001	-0.001	0.001
Si	13.434	10.943	21.487	-0.003	-0.002	0.003
Si	3.279	1.882	19.115	-0.004	0.001	-0.004
Si	3.438	4.466	23.598	0.005	-0.012	-0.007
Si	7.813	5.913	21.183	-0.003	0	0
Si	-0.878	2.59	23.742	0	0.006	0.007
Si	14.295	3.24	14.896	-0.003	-0.004	0.006
Si	9.238	8.054	17.341	-0.001	0	-0.004
Si	3.83	8.122	27.06	-0.016	0	0.044
Si	5.278	1.342	26.65	-0.004	0.005	-0.011
Si	-3.534	12.357	17.554	0.004	-0.002	0.002
Si	11.578	6.39	13.01	-0.016	0.002	-0.002
Si	3.065	10.857	20.106	0.002	-0.002	-0.001
Si	8.705	12.219	15.62	0.003	0.004	-0.003
Si	-0.046	10.296	23.916	-0.008	-0.006	0.004
Si	3.463	7.057	13.103	0.005	0.002	0.002
Si	8.05	2.224	16.159	0.003	0.005	-0.001
Si	21.433	13.667	18.02	0.003	0.009	-0.004
Si	5.243	14.889	23.606	-0.009	-0.002	0.005
Si	4.097	9.004	15.397	-0.001	0.002	-0.001
Si	11.916	2.232	16.172	-0.002	0.005	-0.006
Si	14.479	8.669	19.825	0	0.001	-0.001
Si	1.081	0.345	23.941	-0.003	0.004	-0.001
Si	-1.285	0.467	19.6	-0.015	0.004	-0.015
Si	5.505	6.488	24.892	-0.014	0.006	0.021
Si	9.448	2.133	26.084	0.011	0.003	0.006
Si	5.993	11.15	16.224	0.004	-0.001	-0.002
Si	1.542	10.455	15.837	0.002	0.001	0.003
Si	10.24	3.304	18.203	0.006	-0.007	-0.007
Si	4.788	13.381	11.746	0.026	-0.006	0.004
Si	7.143	8.907	12.764	0.021	0.006	0.012
Si	11.763	3.251	13.319	-0.018	-0.001	-0.009
Si	3.87	4.278	13.607	0.003	0.002	0.001
Si	7.197	11.716	20.233	0.001	-0.001	-0.003
Si	1.377	4.28	19.055	-0.002	-0.001	-0.001
Si	10.01	6.021	19.291	0.003	0	-0.004
Si	3.465	13.294	21.809	-0.001	-0.001	0.002
Si	2.624	6.025	21.193	-0.005	0.002	0
Si	10.228	2.201	21.262	0.003	0	0
O	14.488	4.726	15.55	0.002	0.003	0.004
O	11.364	2.736	22.331	-0.003	-0.001	-0.002
O	14.789	8.998	18.257	-0.003	-0.004	-0.007
O	13.401	3.314	13.511	0.009	0	0.002
O	10.895	11.69	18.61	0	0.002	-0.002
O	8.642	11.144	19.728	-0.004	0	0.001
O	6.747	12.981	19.3	-0.003	0.002	-0.004
O	12.045	6.776	14.524	-0.003	0.006	0.001
O	13.623	5.627	17.885	0.002	-0.002	-0.002
O	0.612	11.696	24.479	0.002	0.004	0.001
O	13.525	2.229	15.924	0.004	0.002	-0.003
O	11.685	3.221	17.451	-0.01	0	0.005
O	4.876	10.452	15.268	-0.004	-0.003	-0.003
O	4.479	7.174	11.823	-0.012	0.002	-0.003
O	6.497	0.297	26.546	-0.002	-0.001	0.007
O	9.415	9.655	17.584	0	0	0.002
O	9.223	2.507	17.24	-0.002	0.002	0.007
O	14.845	9.36	25.132	-0.006	0.005	0.012
O	8.822	2.695	21.893	-0.001	0	0.001
O	15.832	8.913	20.663	-0.001	0	0.003
O	11.589	6.282	19.524	-0.004	-0.002	0.001
O	1.644	11.426	19.565	-0.002	0.003	-0.001
O	2.159	12.986	22.733	0.002	0.001	0
O	4.779	13.601	22.729	0	0.01	0.006
O	14.231	-0.651	20.776	-0.002	0.006	-0.005
O	18.059	0.719	18.2	-0.001	0.001	0.004
O	13.081	2.455	24.328	0.003	0	-0.001
O	4.579	7.489	25.79	0.025	-0.036	-0.042
O	6.189	10.447	20.096	0.001	0.001	0.002
O	7.233	4.556	12.737	-0.019	0.009	0.033
O	0.674	4.69	17.646	-0.001	0	0.001
O	4.401	5.723	23.978	0.009	-0.002	0.015
O	14.592	3.447	22.358	-0.003	-0.004	-0.002
O	7.744	3.486	15.178	-0.002	-0.001	0.001
O	9.288	5.494	20.652	-0.001	0	0.001
O	14.011	7.126	20.038	-0.002	0.001	-0.001
O	6.272	10.102	17.473	-0.002	0.001	0.003
O	6.48	7.552	24.16	0	-0.004	0.002
O	5.21	8.195	19.078	-0.002	0.001	0.002
O	14.21	10.579	22.869	-0.004	0.002	-0.005
O	1.996	7.298	21.969	-0.001	-0.004	-0.001
O	2.575	3.929	24.88	0.004	0.002	-0.005
O	6.82	2.423	23.452	0.002	0.004	-0.004
O	2.68	3.238	13.978	0	0.001	-0.006
O	8.474	13.782	15.204	0	-0.002	0.001
O	3.935	10.458	18.784	0.002	0.001	0.001
O	9.217	7.361	18.817	0.001	-0.001	-0.002
O	3.094	1.643	20.729	0	-0.001	-0.003
O	3.878	11.98	20.953	-0.001	0.001	0.002
O	10.277	13.389	21.271	-0.001	0.001	0.001
O	7.309	12.067	21.823	0.001	-0.001	0
O	-2.065	4.539	20.307	0	0.004	-0.002
O	4.141	6.293	20.669	-0.001	0.002	0.002
O	5.454	12.522	16.949	0.001	0.001	0.002
O	-1.689	1.888	20.29	0.004	-0.019	-0.006
O	1.768	5.643	19.861	0	-0.001	0.002
O	6.69	8.461	14.24	0	-0.019	0.009
O	7.076	4.641	21.897	-0.002	0.001	0
O	4.377	3.288	23.024	-0.009	0.007	0.012
O	3.598	8.45	13.94	0.003	-0.002	-0.002
O	5.697	8.153	21.718	-0.001	0.001	0
O	7.862	7.715	16.523	-0.002	0.002	-0.004
O	15.61	9.573	15.774	-0.002	-0.001	-0.003
O	13.121	0.093	18.451	0.013	0.006	0.017
O	12.7	11.171	13.989	0.018	-0.014	0.018
O	9.771	4.852	18.191	-0.001	0	0.005
O	11.137	9.28	14.999	0.008	-0.006	0
O	-0.005	7.012	16.542	-0.003	0.001	0.001
O	13.205	8.329	16.293	0.001	-0.001	-0.006
O	2.686	3.356	18.755	0	-0.005	0.002
O	6.682	5.9	15.012	-0.002	0.007	-0.005
O	6.734	6.341	20.037	-0.001	0.001	0.002
O	13.357	9.682	20.445	0.002	-0.001	-0.001
O	15.571	0.528	18.765	-0.006	-0.003	0.002
O	8.512	4.483	24.007	-0.004	-0.003	-0.001
O	9.591	11.43	23.014	-0.012	0	0
O	5.26	3.73	14.267	0	0.002	-0.003
O	4.835	1.792	18.692	0.003	-0.005	-0.003
O	10.593	7.427	16.648	0.005	0.004	-0.003
O	1.752	1.31	25.093	0	-0.005	-0.008
O	7.602	9.647	22.937	-0.002	0.003	0.004
O	5.099	7.873	16.097	0	0	-0.007
O	7.329	11.374	15.288	-0.004	-0.001	0.001
O	-3.173	11.17	16.502	-0.003	0.005	-0.003
O	-2.413	5.53	28.303	0.01	0.021	0.012
O	11.267	4.782	12.975	0.008	0.004	0.005
O	-0.259	1.112	23.399	0	-0.001	0.001
O	3.719	5.82	14.149	-0.003	0	0
O	4.896	14.699	25.173	0.005	0.005	-0.017
O	8.752	12.171	17.258	0	-0.001	0.003
O	11.444	0.432	23.647	-0.004	0.001	-0.004
O	8.113	7.179	22.168	-0.004	0.003	0
O	2.513	4.85	22.318	0.006	0.001	0.005
O	1.137	9.46	23.17	0	0	-0.003
O	10.38	2.709	19.722	-0.006	0.003	-0.009
O	11.904	11.339	21.834	-0.005	0.007	0.004
O	16.748	11.635	16.938	-0.002	0.002	0.003
O	2.727	9.376	16.236	0.001	0.001	-0.001
O	6.785	14.722	17.11	-0.004	-0.009	0.007
O	2.842	9.599	21.1	-0.002	-0.001	-0.001
O	4.482	2.167	11.738	0.001	-0.006	-0.003
O	-1.206	3.66	10.399	0.008	0.012	0.008
O	7.762	12.932	29.175	-0.017	-0.013	-0.037
O	6.905	10.334	29.119	0.019	0	-0.014
O	11.176	2.736	14.781	0.005	-0.002	0.009
O	-3.462	16.97	30.493	0.008	-0.026	-0.036
O	4.09	13.009	10.33	0.001	0.004	0.006
O	8.394	4.259	28.882	-0.006	0.006	0.002
O	8.984	5.509	26.57	-0.005	-0.003	-0.011
O	8.672	9.433	12.906	-0.013	-0.007	-0.004
O	17.446	6.736	12.505	0.012	-0.001	0.022
O	12.573	2.961	28.163	-0.009	0.002	0.006
O	5.356	5.108	28.39	-0.01	-0.018	0.014
O	12.026	13.351	27.048	-0.018	0.003	0.003
O	-0.25	7.24	11.316	-0.002	-0.005	-0.009
O	7.1	7.577	11.761	0.01	0.016	0.012
O	-3.804	17.129	9.886	0.036	-0.005	0.008
O	17.139	12.959	28.18	-0.019	-0.004	-0.007
O	0.75	15.775	12.109	0.008	-0.004	-0.001
O	9.691	-3.983	29.698	-0.017	-0.016	-0.004
O	7.856	2.356	11.383	-0.006	0.001	-0.02
O	10.095	2.165	27.594	-0.003	-0.004	-0.014
O	9.871	6.375	29.053	-0.003	-0.035	-0.053
O	8.278	11.32	27.081	-0.009	0.009	0.003

Results
free energy: -262373.969 eV
free energy less fixed offsets of O -568.88, Si -635.61 eV per atom: -5.389 eV

The program warned: the cutoff lies below the one the program advises for these potential files; the forces do not sum to zero within the program's tolerance; the exchange-correlation potential is rough where the density is thin.
